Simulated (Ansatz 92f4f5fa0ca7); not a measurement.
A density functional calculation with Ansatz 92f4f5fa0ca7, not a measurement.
Periodic cell of 140 atoms, Si84O56, from a study of silicon, its oxide and their interface. The atomic structure is a simulated model.

Settings: functional r2SCAN; potential files Ansatz norm-conserving; basis plane waves; wave-function cutoff 1300 eV; density cutoff ratio 4; exchange-correlation grid ratio 1; k mesh 2 x 2 x 1, shifted by 0.5 0.5 0.5 of a step; self-consistency stop 5e-08 eV per atom in the density residual; occupations Fermi-Dirac, 0.05 eV; spin none; net charge 0.

Cell vectors (angstrom)
a  10.88  0  0
b  0  10.88  0
c  0  0  20.4384

Atoms: element, x, y, z (angstrom)
Si  0.589  -0.4032  -0.3032
Si  2.7285  2.709  0.1637
Si  0.4878  5.2155  -0.0369
Si  2.3128  8.4583  -0.085
Si  5.8313  0.2361  0.0957
Si  8.1384  3.0467  -0.0204
Si  6.2402  4.7846  -0.1283
Si  8.0436  8.9075  -0.5877
Si  1.2583  1.2093  1.2764
Si  4.3705  4.0965  1.2334
Si  1.5172  6.9599  1.3981
Si  4.032  9.6711  1.3512
Si  7.021  1.6958  1.3923
Si  9.5391  4.4019  1.3142
Si  7.2706  6.5092  0.9289
Si  9.6775  9.763  1.3993
Si  -0.0505  2.8126  2.7053
Si  2.7103  0.0867  2.6328
Si  -0.0564  8.136  2.7502
Si  2.84  5.1512  2.4774
Si  5.7069  2.7313  2.9065
Si  8.1921  0.1527  2.895
Si  5.4369  8.3615  2.7241
Si  8.3867  5.6537  2.7393
Si  1.2081  4.0592  4.1836
Si  3.9873  1.3925  3.8941
Si  1.5072  9.5071  3.983
Si  4.168  6.7756  3.9788
Si  7.2532  4.2098  4.0221
Si  9.5893  1.31  4.2252
Si  6.9199  9.5347  4.11
Si  9.3946  6.9092  4.2079
Si  0.2613  -0.1098  5.4507
Si  2.771  2.6572  5.4673
Si  -0.1346  5.4812  5.3467
Si  2.7234  7.9651  5.4307
Si  5.1952  0.0094  5.2655
Si  8.2644  2.7965  5.6082
Si  5.441  5.4415  5.2418
Si  8.0896  8.2179  5.5959
Si  1.3578  1.4492  6.9403
Si  4.2123  3.9979  6.7193
Si  1.3069  6.5964  6.6828
Si  3.944  9.5171  6.7658
Si  6.7925  1.3603  6.7703
Si  9.63  4.1739  6.8393
Si  6.7133  6.6219  6.864
Si  9.5581  9.5073  6.8771
Si  -0.1202  2.6006  8.2722
Si  2.7421  0.1199  8.2579
Si  0.1968  8.165  8.1554
Si  3.2347  5.6529  7.7469
Si  5.5001  2.7874  8.1924
Si  8.1808  -0.0121  8.0909
Si  4.9119  7.4034  7.7363
Si  8.2381  5.4583  8.1452
Si  1.4692  3.2944  10.0431
Si  3.449  2.3265  9.3956
Si  1.0851  9.8616  9.4815
Si  2.9451  5.0364  10.027
Si  6.7661  4.3512  9.4504
Si  9.5383  0.8571  9.6048
Si  6.7771  9.3108  9.5129
Si  9.5823  7.1782  9.5989
Si  -3.2882  -2.3991  15.6816
Si  1.9765  3.8043  13.1672
Si  1.2939  7.4461  11.2272
Si  -0.3992  4.8819  15.226
Si  6.7641  3.4168  12.2456
Si  5.4286  5.5681  11.4228
Si  8.5739  11.989  12.7607
Si  7.9523  5.6678  16.4199
Si  -5.77  -0.9967  16.732
Si  3.8712  1.8987  12.5904
Si  3.2815  6.7825  13.1264
Si  4.9489  -2.3004  14.4563
Si  5.213  4.9482  17.4414
Si  11.4785  7.8115  16.077
Si  -1.0554  4.0696  18.0136
Si  4.6047  1.8381  18.2852
Si  3.3078  7.3649  17.453
Si  10.0611  10.1256  14.8713
Si  10.149  -0.8122  17.6446
Si  5.915  10.5719  12.4112
O  -0.0716  0.0294  -1.681
O  0.4092  -4.5274  -5.0948
O  1.5748  4.0885  -0.1505
O  3.3181  2.1855  -1.3225
O  -0.3351  5.1252  -1.3819
O  2.633  7.6557  -1.5453
O  -4.6748  7.6803  1.5169
O  6.612  9.8845  -0.6431
O  7.8072  -3.5277  -0.4795
O  5.6523  1.2827  -1.1093
O  11.3307  9.0998  -5.3857
O  4.7556  0.5529  -3.2215
O  5.5398  5.578  -1.4678
O  4.8303  3.3627  -3.0439
O  8.9003  9.4363  -1.8631
O  6.4681  7.8139  -5.8035
O  1.8691  7.474  12.7972
O  1.1058  3.3661  11.8677
O  -1.9591  0.9802  11.1746
O  3.638  1.9799  11.0072
O  1.7941  8.9607  10.9118
O  0.0761  10.8528  10.1502
O  2.6485  5.2651  13.2041
O  2.2256  6.522  10.2819
O  7.1435  3.2621  10.6074
O  6.1535  5.7609  9.966
O  8.0602  2.6579  12.9903
O  8.0054  -2.6366  9.7868
O  6.1412  10.2621  10.8586
O  9.837  11.2222  13.6315
O  5.3993  8.5834  8.9343
O  10.4358  7.1017  11.0679
O  -5.5369  2.9051  12.7816
O  -2.4377  4.8646  17.6762
O  4.2241  4.5951  10.9672
O  2.9136  2.6012  13.7237
O  -3.5575  11.0205  13.1
O  3.8614  5.8297  17.3535
O  0.5677  4.0574  14.1554
O  3.9165  7.3468  14.3948
O  6.5177  5.0413  12.472
O  6.2829  5.325  16.3578
O  13.09  7.761  16.3748
O  15.4122  6.7596  12.0652
O  4.6212  0.4297  12.8277
O  8.0283  7.3073  16.7462
O  -1.768  2.9334  18.9593
O  -6.6548  -1.1179  15.3522
O  4.524  -2.3588  17.4869
O  5.4235  -1.756  13.0235
O  9.6525  -0.1039  16.3832
O  8.7098  9.09  14.773
O  -2.0469  5.1249  15.0518
O  6.6789  9.6281  16.4027
O  10.6493  8.492  17.3069
O  -0.1591  4.082  16.6273

Results
free energy: -35860.176 eV
free energy less fixed offsets of O -463.61, Si -117.95 eV per atom: 9.784 eV
pressure: -1.77 GPa
stress xx, yy, zz, yz, xz, xy (GPa, positive in tension): 2.64, 2.23, 0.45, -0.05, -1.65, -0.48

Forces (eV/angstrom), in the order of the atoms: element, x, y, z
Si  0.6629  -1.4815  3.8948
Si  -1.0502  2.2196  -0.9194
Si  -0.7697  0.8329  2.49
Si  0.8  1.0367  -1.4855
Si  -0.1376  -1.9812  0.9796
Si  0.9018  2.526  -1.6968
Si  -0.8673  -0.0261  -1.1231
Si  0.6152  4.3042  0.4782
Si  0.0566  1.4915  -0.3671
Si  1.2368  -1.8157  0.1322
Si  -1.0425  -1.8924  -0.175
Si  0.7042  0.3833  -1.8643
Si  0.6473  -2.8386  0.9715
Si  2.0571  -1.8062  0.1031
Si  -1.397  2.505  -0.765
Si  -0.955  -0.9266  -1.3774
Si  -0.9675  -1.0584  -0.5426
Si  -0.9521  -0.7804  -0.329
Si  0.3376  0.8737  -0.2422
Si  -0.901  2.7754  2.0128
Si  -0.9264  1.7179  -0.725
Si  0.5768  -0.0318  -1.7313
Si  -1.0417  0.4192  0.9363
Si  -0.5098  -0.1467  -0.9063
Si  2.2856  -0.5969  -1.3786
Si  0.9796  1.0636  0.9809
Si  -0.3209  -1.3014  0.4963
Si  -1.1292  0.0822  -0.933
Si  -2.9649  -0.6539  1.0669
Si  1.0111  0.939  0.4651
Si  -1.5435  0.6501  0.078
Si  1.2601  1.4443  0.2108
Si  -1.6402  0.941  0.641
Si  -0.9732  0.8693  -0.1843
Si  0.4044  -0.243  0.2691
Si  -0.4443  1.599  -1.1809
Si  1.8455  -0.7922  1.2877
Si  0.2186  -0.6217  -0.8179
Si  2.075  -1.6606  0.4496
Si  -0.4311  -0.506  0.5938
Si  0.3075  -1.2813  -1.1787
Si  0.997  -0.6026  -2.1593
Si  0.9908  1.2295  1.121
Si  -0.1906  -0.9758  -0.5021
Si  -0.8197  0.0473  -0.1468
Si  -0.1942  -0.7851  1.0986
Si  1.849  -0.0695  -2.1128
Si  1.3299  -0.2751  -0.9411
Si  -0.1946  0.6202  1.287
Si  0.4453  0.4142  0.5853
Si  -0.6991  0.1573  -0.8541
Si  -0.5941  1.1236  1.4769
Si  -0.6115  0.4514  0.0922
Si  -2.4237  -1.3504  0.1838
Si  -1.0711  3.7096  1.7194
Si  1.6925  0.535  0.919
Si  -1.1961  1.2791  1.6973
Si  0.8097  -3.1303  -0.3208
Si  3.7928  -2.6948  1.374
Si  -1.2626  1.1665  -1.5921
Si  0.4427  -1.6016  -2.0254
Si  2.1843  0.4227  3.3902
Si  -0.3844  0.5861  1.1759
Si  -2.5942  1.0224  0.4853
Si  -3.0768  -1.3617  -0.6515
Si  -4.4561  2.1497  1.9472
Si  -0.8245  1.3666  1.2919
Si  2.3403  0.2451  -1.4162
Si  0.9191  -0.7919  0.6958
Si  -1.3264  2.6465  0.8855
Si  0.6217  -1.1801  -0.3559
Si  -2.4871  1.1409  -1.5556
Si  -1.3796  0.3502  0.6025
Si  5.6966  0.3537  0.0569
Si  -1.4011  -2.6104  -2.2892
Si  2.3587  -0.5263  -1.812
Si  -1.5069  0.0643  2.4728
Si  1.8595  0.5311  -0.7991
Si  -0.613  2.0393  1.3988
Si  1.1111  1.1777  -3.7626
Si  1.5959  0.835  1.0087
Si  -3.0982  -1.1013  -0.601
Si  -3.1857  -6.2531  2.816
Si  1.2335  -4.2021  0.0945
O  2.0257  2.29  -0.3629
O  -1.9631  0.3776  1.0467
O  3.1333  -3.3332  -0.0195
O  -2.2947  0.0045  1.1244
O  -0.3911  0.0073  -2.6345
O  -0.7104  0.4686  2.3611
O  1.6278  -1.9455  -1.7413
O  1.7461  -1.5978  0.3054
O  -0.2044  -2.0936  1.3794
O  0.4609  1.295  0.1738
O  -0.8131  1.5457  -1.616
O  -0.6277  -0.1147  0.3533
O  1.7725  -2.2946  0.3299
O  0.5678  -2.5016  1.6302
O  -0.8952  0.2638  -0.0958
O  -0.4608  0.6456  2.6579
O  -0.8496  0.1281  -1.5848
O  1.2609  -0.8328  -3.1558
O  0.4201  0.4758  -1.1691
O  -0.3737  -0.4937  1.3193
O  -2.2096  1.6503  -3.1841
O  -3.1213  1.9361  -0.5782
O  1.2199  -1.4032  0.0584
O  -0.2217  -0.8173  0.9783
O  -0.3199  0.502  1.9499
O  -0.5959  0.7166  1.4026
O  -0.4046  0.1305  -0.1265
O  1.6833  -0.8678  0.3407
O  1.288  -0.8791  -2.6514
O  -0.1649  0.2913  0.9573
O  0.9589  -0.556  0.8539
O  1.8479  0.2485  -0.7004
O  -1.2538  -1.7607  -0.4395
O  0.4084  -0.2115  0.0292
O  -1.181  -0.6608  -0.5726
O  0.3101  -1.0522  -1.4934
O  -0.7345  0.5162  -0.2139
O  -1.3906  1.4345  -1.4903
O  -0.2033  0.2546  0.5133
O  0.7055  0.9175  2.481
O  0.8463  -0.824  -0.2395
O  2.9123  0.3652  -1.2148
O  -1.1641  -0.1167  0.0683
O  0.1982  -0.0308  -0.5085
O  -3.8196  4.194  0.5556
O  0.4135  -1.1796  -1.3688
O  -0.0195  -1.2984  0.8432
O  1.7404  -0.7739  -0.6218
O  0.244  0.1784  -0.1821
O  -0.2204  0.9745  -0.6052
O  0.873  1.822  -3.5168
O  2.683  1.1343  -0.4672
O  0.4505  0.6358  1.5357
O  -0.001  0.8469  0.9372
O  1.1865  0.143  0.0105
O  -1.0753  -1.1353  1.7651
